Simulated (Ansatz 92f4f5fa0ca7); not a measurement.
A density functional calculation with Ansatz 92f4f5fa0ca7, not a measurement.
Periodic cell of 192 atoms, Si128O64, from a study of silicon, its oxide and their interface. The atomic structure is a simulated model.

Settings
functional: r2SCAN
potential files: Ansatz PAW
basis: plane waves
wave-function cutoff: 800 eV
density cutoff ratio: 5
exchange-correlation grid ratio: 1
k mesh: 1 x 1 x 1, shifted by 0.5 0.5 0 of a step
self-consistency stop: 1e-10 eV per atom in the density residual
occupations: fixed
spin: none
net charge: 0

Cell vectors (angstrom)
a 10.888 0 0
b 0 10.888 0
c 0 0 28.4403

Atoms: element, x, y, z (angstrom)
Si -0.4076 0.5921 0.0441
Si 2.8886 2.4078 -0.0305
Si 1.3289 6.9927 1.4595
Si 2.9846 7.9866 0.097
Si 1.3382 -1.1173 -2.0342
Si 8.5399 2.5313 -0.0932
Si 5.1756 5.6797 0.0678
Si 8.1062 7.6707 -0.2458
Si 1.3138 1.4473 1.3868
Si 3.9997 4.0638 1.2664
Si -0.2205 5.861 0.1772
Si 4.855 10.8148 -0.1982
Si 6.994 1.5045 1.3404
Si 10.9154 2.8434 2.7594
Si 6.7331 6.774 1.4055
Si 10.8614 8.3767 2.7511
Si -1.3265 4.1328 1.313
Si 2.6212 0.0106 2.7687
Si -1.3691 9.8594 1.4265
Si 2.6766 5.4645 2.6896
Si 5.4505 2.7791 2.6325
Si 8.1376 0.1286 2.8668
Si 5.5143 8.2338 2.7783
Si 8.1391 5.429 2.7097
Si 1.3794 4.152 4.1323
Si 4.0818 1.3932 4.0232
Si 1.3235 9.598 4.1977
Si 4.1022 6.8105 4.0427
Si 6.7913 4.0858 4.0781
Si 9.5714 1.4593 4.1392
Si 6.8263 9.5749 4.161
Si 9.5076 6.8694 4.0212
Si -0.0081 0.0768 5.5299
Si 2.7402 2.7394 5.4419
Si -0.026 5.5099 5.4203
Si 2.7264 8.1524 5.4258
Si 5.4157 0.0263 5.4408
Si 8.1505 2.7596 5.4636
Si 5.4447 5.4509 5.4404
Si 8.1879 8.1862 5.471
Si 1.3921 1.3974 6.856
Si 4.1064 4.0744 6.813
Si 1.3652 6.8086 6.7944
Si 4.0834 9.511 6.7833
Si 6.8105 1.3509 6.797
Si 9.5206 4.1272 6.7871
Si 6.8171 6.8008 6.8051
Si 9.5385 9.547 6.8431
Si -0.0225 2.7607 8.1592
Si 2.7462 -0.0378 8.1631
Si 0.0455 8.184 8.1642
Si 2.7081 5.4186 8.1514
Si 5.45 2.6729 8.1639
Si 8.162 0.005 8.1875
Si 5.4412 8.1499 8.1526
Si 8.18 5.4471 8.1751
Si 1.3568 4.0585 9.532
Si 4.1114 1.274 9.5343
Si 1.4105 9.5062 9.5541
Si 4.0624 6.7819 9.5032
Si 6.8375 4.0129 9.4874
Si 9.5486 1.3663 9.5365
Si 6.798 9.5089 9.5152
Si 9.5838 6.8101 9.4963
Si 0.0717 0.0154 10.8817
Si 2.6559 2.5687 10.8353
Si 0.0492 5.4707 10.8886
Si 2.752 8.1337 10.9434
Si 5.4482 -0.088 10.9464
Si 8.1642 2.6758 10.9206
Si 5.4029 5.3258 10.7635
Si 8.2159 8.1718 10.8137
Si 1.4369 1.2364 12.3985
Si 4.0283 3.9049 12.0841
Si 1.4073 6.7876 12.3322
Si 4.1268 9.4195 12.373
Si 6.804 1.2702 12.3008
Si 9.5919 4.0679 12.1824
Si 6.8333 6.6951 11.9817
Si 9.5847 9.5686 12.1771
Si 0.0134 2.7418 13.5912
Si 2.8422 -0.159 13.8929
Si 0.0049 8.2478 13.6107
Si 2.8048 5.2607 13.5228
Si 5.3147 2.6005 13.5544
Si 8.2553 -0.0261 13.6458
Si 5.5889 7.9281 13.4982
Si 8.135 5.4036 13.4223
Si 1.4086 4.029 15.0115
Si 4.17 1.3348 15.2912
Si 3.9562 7.486 17.1299
Si 4.7521 5.9951 14.6238
Si 7.5852 2.7605 16.2476
Si 9.394 1.5824 15.0147
Si 7.3528 8.9287 14.6682
Si 10.4904 5.9598 16.8829
Si 1.7491 -2.7149 17.1955
Si 6.0195 0.7959 16.9568
Si 2.3199 2.3532 16.487
Si 1.2055 9.5696 15.2279
Si 6.348 -1.6227 16.7383
Si 11.2683 0.7397 16.2557
Si 6.5044 4.246 14.654
Si 9.0212 7.2417 14.6102
Si -1.1571 26.6259 25.1085
Si 32.425 -20.8174 19.3159
Si -3.7362 3.8712 26.6558
Si 8.4694 -6.7336 22.5079
Si 8.1693 24.1857 20.2824
Si -3.3169 21.7397 24.0785
Si 4.0244 9.5083 29.9535
Si -17.8717 -1.0859 21.8688
Si -26.5273 -18.9698 23.9202
Si -8.2609 -16.0968 23.9185
Si 13.2242 2.1632 19.5508
Si -11.598 -0.764 23.0966
Si 12.7862 21.0134 19.7315
Si -5.7023 7.4865 23.5013
Si 14.0551 13.8731 22.5793
Si 40.0602 -4.1585 21.5208
Si 23.1694 26.0989 26.4291
Si 27.8155 -10.465 20.0891
Si 0.2174 -14.2191 24.3969
Si 6.3352 -4.0097 18.6104
Si 8.1194 -28.2621 17.9181
Si 2.0898 -32.2665 23.8309
Si 40.6332 -23.0564 21.4623
Si 17.1188 30.8079 26.0903
O 6.9095 19.1612 -10.4971
O -11.6296 39.0781 -3.4205
O -8.7446 13.9545 -1.3425
O 4.075 -14.938 -0.4787
O -17.9247 1.1771 -0.5883
O 22.4471 -2.3214 -2.8773
O 3.3752 21.4408 -5.2574
O -5.3813 8.2435 -3.5603
O 12.3606 6.8039 -4.7679
O 26.5996 10.8306 -7.4226
O 13.5794 -8.0711 -10.3667
O 39.4087 -20.022 -7.7614
O 13.2952 -5.8719 -3.0629
O 24.0254 1.9706 -4.9741
O -2.2549 19.9914 0.2669
O 15.6044 -36.5822 -9.9716
O 18.7736 -7.2102 19.3377
O 9.5981 -6.597 23.6136
O -4.3722 -26.0297 20.1785
O 28.0669 11.4477 28.6221
O -11.4566 8.5186 23.3489
O -1.688 -0.0055 24.1584
O 5.5907 -20.9793 18.5673
O -6.7285 6.2424 16.123
O 27.9736 -7.7262 25.5096
O -8.8467 -10.931 25.3865
O 9.6597 -5.8958 17.8903
O 24.4869 22.367 19.3461
O -6.2339 -13.308 22.3257
O -3.8456 -5.2543 17.8204
O 28.936 -0.756 20.1611
O -12.4193 17.741 16.1665
O 9.1054 1.3221 19.5471
O -4.3895 -14.9885 22.8602
O 24.4302 9.3705 20.9274
O 10.7335 11.3768 17.7744
O 0.7349 10.8052 23.0946
O -8.4993 30.7739 27.3678
O 8.4058 -5.3977 21.6146
O 18.1002 18.8759 26.8566
O -10.6704 21.5099 27.206
O 13.4986 4.4909 22.8057
O 22.4788 13.1369 19.6546
O 0.4049 15.9588 15.8037
O 14.9626 6.3716 23.8344
O 11.5554 6.9866 17.5483
O 6.1226 -5.9537 27.3621
O -2.6083 -2.8379 21.3146
O 10.8877 -6.9979 25.7219
O 5.1233 -12.0094 27.013
O 9.3886 -0.5544 21.6896
O 7.0947 10.2436 25.4707
O -9.0919 -12.5973 18.4527
O 19.8107 13.7891 21.6029
O -7.8541 -8.1858 20.9362
O 4.6739 2.8171 23.1971
O 7.004 14.7927 23.1188
O 15.6388 -12.9517 16.5874
O 0.9097 -16.3516 27.5008
O -3.7592 9.8891 22.8308
O -4.0137 -9.5108 23.7785
O 19.2166 4.7144 25.8917
O 22.1805 -11.1791 20.1241
O 31.2106 6.7341 27.9165

Results
free energy: -118370.903 eV
free energy less fixed offsets of O -570.45, Si -639.56 eV per atom: 1.577 eV

Forces (eV/angstrom), in the order of the atoms: element, x, y, z
Si 0.02 -0.0299 -0.0796
Si -0.0136 0.0007 -0.1071
Si 0.0026 -0.004 0.0003
Si -0.0092 0.0238 -0.0986
Si 0.0121 -0.0032 -0.2657
Si -0.0022 0.0046 -0.0038
Si 0.0115 -0.0048 -0.0801
Si -0.0205 0.0065 -0.1294
Si -0.0027 -0.0014 0.0091
Si 0.0005 -0.0003 0.0063
Si 0.0161 -0.001 -0.0982
Si 0.0063 -0.031 -0.1222
Si 0.0011 -0.0124 -0.0272
Si 0.0027 0.0049 0.0006
Si 0.0053 0.0026 0.0069
Si 0.0007 -0.0045 0.0034
Si -0.0045 -0.0142 0.0082
Si -0.001 -0.0011 -0.0028
Si -0.0123 -0.0156 -0.0273
Si -0.0025 -0.0017 -0.0011
Si -0.0031 0.0014 0.0023
Si -0.0075 -0.0041 0.0046
Si -0.002 -0.001 -0.0034
Si 0.0001 -0.0024 -0.0032
Si -0.0003 -0.0026 0.0006
Si -0.0009 -0.0006 -0.0001
Si -0.0008 0.0002 0.0006
Si 0.0001 0.0001 0.0003
Si 0.0003 -0.0008 0.0005
Si -0.0002 -0.0003 -0.0004
Si 0.002 -0.0004 0.001
Si 0.0004 0.0004 -0.0002
Si -0.0005 -0.0009 0.0009
Si 0.0014 -0.0004 0.0006
Si -0.0005 0.0003 0
Si 0.0005 -0.0004 -0.0003
Si -0.0015 0.0013 -0.0006
Si 0.0007 -0.0011 -0.0004
Si 0.0002 -0.0008 -0.0002
Si 0.0003 -0.0019 0.0004
Si 0.0002 -0.0011 0.0008
Si -0.0003 -0.0007 0.0007
Si 0.0003 -0.0002 0.0004
Si 0.0007 -0.0008 0
Si 0.0001 -0.0003 0.001
Si 0.0002 0.0007 0.0006
Si 0.0008 -0.0002 0.0002
Si 0.0009 -0.0002 0.0008
Si 0 -0.0007 0.001
Si 0.0007 -0.0004 0.0013
Si 0.0003 -0.0002 0.0008
Si 0 0.0001 0.0013
Si 0.0007 -0.0005 0.001
Si 0.001 0.0002 0.0003
Si 0 0.0005 0.0014
Si 0.0012 -0.0012 0.0014
Si 0.0016 -0.0011 0.0008
Si -0.0006 0.0003 0.001
Si -0.0013 0.0003 0.0014
Si 0 -0.0001 0.0004
Si -0.0014 -0.0007 0.0012
Si 0.0004 -0.0012 0.0013
Si 0.0009 0.0001 0.0007
Si 0 0 0.0003
Si 0.0005 0.0001 0.0004
Si -0.0025 -0.0002 0.0002
Si 0.001 0.0005 0.0012
Si 0.0001 -0.0016 -0.0002
Si 0.001 -0.0002 -0.0001
Si 0.0009 -0.0007 0.0013
Si -0.0008 -0.0014 0.0013
Si 0.0003 0.0015 0.0018
Si -0.0044 -0.0011 0.0014
Si -0.0043 0.0028 0.0014
Si 0.002 0.0005 0.0009
Si 0.0024 -0.0033 -0.0017
Si 0.0006 -0.0012 -0.0003
Si -0.0025 0.0035 -0.0008
Si -0.0028 -0.0013 0.0027
Si 0.0031 0.0027 0.0001
Si 0.0059 -0.0015 0.0025
Si 0.0026 0.0006 -0.0018
Si -0.0015 -0.0071 0.001
Si 0.0027 -0.002 -0.0008
Si 0.0056 -0.0045 0.0014
Si -0.0052 0.0006 0.0015
Si -0.0052 -0.0031 0.0017
Si 0.0078 -0.0008 0.0028
Si 0.0138 -0.0122 -0.0263
Si -0.0006 -0.0026 0.0022
Si -0.027 -0.0003 -0.1204
Si 0.0043 0.0001 -0.0361
Si 0.0017 -0.0005 -0.0034
Si 0.0157 -0.0057 0.0043
Si 0.001 -0.0005 0.003
Si -0.0047 0.0109 -0.1145
Si 0.0067 -0.0261 -0.1376
Si 0.0245 0.0005 -0.1272
Si -0.0158 -0.0205 -0.0924
Si 0.0018 -0.0013 0.0066
Si 0.0051 0.0503 -0.107
Si 0.0199 0.0098 -0.0801
Si -0.0045 0.0062 -0.0024
Si -0.0077 0.0062 -0.0327
Si 0.0126 0.0144 -0.2473
Si 0.0167 -0.0065 -0.2286
Si -0.0093 0.008 -0.2321
Si -0.0026 -0.0252 -0.2773
Si -0.0251 0.0158 -0.2578
Si 0.0156 -0.0073 -0.247
Si 0.0029 0.0037 0.0081
Si -0.0203 0.0353 -0.2621
Si -0.012 -0.0189 -0.2813
Si 0.0394 -0.0022 -0.2197
Si -0.0252 -0.006 -0.2906
Si -0.0238 0.0298 -0.2144
Si -0.028 -0.0119 -0.2471
Si 0.0259 0.0002 -0.2618
Si -0.0172 -0.0417 -0.2612
Si -0.0273 0.0067 -0.2636
Si 0.0068 0.0311 -0.2278
Si -0.0216 0.0603 -0.2756
Si -0.0121 0.0134 -0.2082
Si -0.0229 0.0265 -0.2441
Si 0.0256 -0.0146 -0.1978
Si 0.0333 0.0145 -0.2565
Si -0.0258 -0.0032 -0.2342
Si 0.0016 0.0127 -0.2653
O 0.0001 -0.066 0.1158
O -0.0125 -0.0315 0.0841
O 0.0388 -0.0489 0.1166
O 0.0011 -0.0053 0.0524
O -0.0108 0.0117 0.0585
O 0.0334 0.0548 0.1341
O -0.0476 0.0349 0.1328
O 0.0348 0.0494 0.1749
O -0.0217 0.0019 0.0778
O -0.0466 -0.0487 0.1282
O 0.0053 -0.0007 0.1839
O 0.0061 0.0005 0.0931
O -0.0473 -0.0481 0.1581
O -0.0213 -0.0264 0.1009
O 0.0234 0.0298 0.058
O 0.0494 -0.0207 0.0956
O 0.0042 -0.059 0.1926
O 0.0473 0.0273 0.1763
O 0.0431 -0.0105 0.213
O 0.0229 0.0265 0.0544
O 0.0329 -0.0552 0.1011
O -0.0187 0.0141 0.0944
O -0.0086 -0.0198 0.2443
O -0.0063 0.0328 0.0797
O 0.0537 0.0377 0.2152
O -0.028 -0.0544 0.1794
O -0.0227 -0.0107 0.0767
O -0.0016 -0.0092 0.0893
O 0.0252 -0.0588 0.1223
O -0.0195 0.0392 0.0885
O 0.0417 -0.0372 0.1261
O 0.0166 -0.0227 0.0649
O -0.0344 0.0121 0.0948
O -0.0601 0.0138 0.1356
O 0.0607 -0.0145 0.1484
O -0.0217 0.0074 0.1761
O 0.0164 0 0.092
O 0.0427 -0.0519 0.1221
O 0.015 -0.0334 0.1058
O 0.0482 -0.048 0.1315
O -0.0597 0.0608 0.1299
O -0.0138 0.0618 0.1109
O 0.0111 0.0043 0.0782
O -0.0228 0.0184 0.046
O -0.0292 -0.018 0.0762
O 0.0079 -0.0022 0.062
O -0.0383 0.0322 0.1008
O 0.0126 0.0114 0.0857
O 0.0358 -0.016 0.1034
O -0.0494 0.0455 0.1338
O 0.035 -0.0061 0.1222
O -0.0416 -0.0509 0.1467
O -0.0013 0.0869 0.1771
O 0.0112 0.0579 0.1637
O 0.0394 0.0433 0.2199
O 0.0526 0.0058 0.1021
O -0.049 -0.0221 0.1246
O -0.0092 -0.028 0.0528
O -0.0366 0.0373 0.1226
O -0.0099 0.0338 0.1596
O -0.0069 0.009 0.0939
O -0.0631 -0.0446 0.1361
O -0.0058 -0.0173 0.1013
O 0.0049 -0.0118 0.0583

The program warned: the cutoff lies below the one the program advises for these potential files; the forces do not sum to zero within the program's tolerance; empty levels may hold ghost states of the PAW files; the exchange-correlation potential is rough where the density is thin.
